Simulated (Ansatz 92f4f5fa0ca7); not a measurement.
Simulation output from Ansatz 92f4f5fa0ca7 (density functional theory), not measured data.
Periodic cell of 255 atoms, Si165O90, from a study of silicon, its oxide and their interface. The atomic structure is a simulated model.
Doubt: the cutoff is far below the 930 eV that the study's wrapper takes by default for these files, so forces and energies are approximate.
This geometry differs little from another in the collection (a relaxation step or a small displacement).

Settings: functional PBE; potential files Ansatz PAW; basis plane waves; wave-function cutoff 580 eV; density cutoff ratio 5; exchange-correlation grid ratio 1; k mesh 1 x 1 x 1, Gamma-centred; self-consistency stop 5e-08 eV per atom in the density residual; occupations fixed; spin none; net charge 0.

Cell vectors (angstrom)
a, 10.938, 0, 0
b, 0, 10.938, 0
c, 0, 0, 37.4628

Atoms: element, x, y, z (angstrom)
Si, 0, 0, 0.683
Si, 5.469, 0, 0.683
Si, 2.7345, 2.7345, 0.683
Si, 8.2035, 2.7345, 0.683
Si, 0, 5.469, 0.683
Si, 5.469, 5.469, 0.683
Si, 2.7345, 8.2035, 0.683
Si, 8.2035, 8.2035, 0.683
Si, 1.3673, 1.3673, 2.0503
Si, 6.8362, 1.3673, 2.0503
Si, 4.1018, 4.1018, 2.0503
Si, 9.5708, 4.1018, 2.0503
Si, 1.3673, 6.8362, 2.0503
Si, 6.8362, 6.8362, 2.0503
Si, 4.1018, 9.5708, 2.0503
Si, 9.5708, 9.5708, 2.0503
Si, 2.7345, 0, 35.4113
Si, 8.2035, 0, 35.4113
Si, 0, 2.7345, 35.4113
Si, 5.469, 2.7345, 35.4113
Si, 2.7345, 5.469, 35.4113
Si, 8.2035, 5.469, 35.4113
Si, 0, 8.2035, 35.4113
Si, 5.469, 8.2035, 35.4113
Si, 4.1018, 1.3673, 36.7786
Si, 9.5708, 1.3673, 36.7786
Si, 1.3673, 4.1018, 36.7786
Si, 6.8362, 4.1018, 36.7786
Si, 4.1018, 6.8362, 36.7786
Si, 9.5708, 6.8362, 36.7786
Si, 1.3673, 9.5708, 36.7786
Si, 6.8362, 9.5708, 36.7786
Si, -1.3789, -1.5177, 28.6604
Si, 5.1086, 0.5472, 27.312
Si, 3.2631, 2.1471, 27.3529
Si, 7.9871, 2.9131, 27.306
Si, -0.2924, 5.5994, 27.3703
Si, 5.6988, 5.0924, 27.1969
Si, 2.6216, 8.7366, 26.7644
Si, 8.4832, 7.8918, 27.1875
Si, 1.3773, 1.3093, 28.5363
Si, 6.8367, 1.3679, 28.6406
Si, 4.1271, 3.9746, 28.5728
Si, 9.5087, 4.0461, 28.6639
Si, 1.3344, 6.6592, 28.6458
Si, 6.8175, 6.7685, 28.4605
Si, 4.1177, 9.6594, 28.3841
Si, 11.0475, 10.624, 27.353
Si, 2.7335, -0.0545, 29.9226
Si, 8.194, -0.0671, 29.9319
Si, 0.0226, 2.6849, 29.9231
Si, 5.5081, 2.7288, 30.0387
Si, 2.7532, 5.3441, 29.9498
Si, 8.1654, 5.4763, 29.9766
Si, 0.0563, 8.1373, 30.012
Si, 5.4299, 8.1872, 29.7663
Si, 4.0994, 1.3236, 31.3108
Si, 9.5766, 1.3197, 31.2856
Si, 1.3631, 4.0368, 31.3338
Si, 6.8443, 4.1143, 31.3776
Si, 4.1106, 6.817, 31.2315
Si, 9.5796, 6.7933, 31.3388
Si, 1.3946, 9.5478, 31.3409
Si, 6.7898, 9.5099, 31.2521
Si, 0.0051, -0.0223, 32.6808
Si, 5.4648, -0.0458, 32.6612
Si, 2.7407, 2.6909, 32.6916
Si, 8.2209, 2.7056, 32.6778
Si, 0.0003, 5.4247, 32.6926
Si, 5.4593, 5.4911, 32.6813
Si, 2.7541, 8.1593, 32.665
Si, 8.1922, 8.1877, 32.657
Si, 1.3564, 1.3534, 34.0535
Si, 6.8274, 1.3449, 34.0312
Si, 4.0953, 4.1011, 34.0386
Si, 9.5648, 4.0794, 34.056
Si, 1.3639, 6.8194, 34.0397
Si, 6.8342, 6.8388, 34.0474
Si, 4.0962, 9.5492, 34.0413
Si, 9.5574, 9.5612, 34.0367
Si, 2.7441, 0.0133, 3.413
Si, 8.2229, 0.035, 3.417
Si, -0.0085, 2.7478, 3.4274
Si, 5.4752, 2.7533, 3.4237
Si, 2.7212, 5.4655, 3.4336
Si, 8.2115, 5.476, 3.4219
Si, 0.0121, 8.201, 3.4219
Si, 5.4895, 8.2271, 3.4198
Si, 4.0701, 1.4203, 4.7826
Si, 9.5453, 1.4264, 4.8206
Si, 1.3246, 4.1137, 4.8264
Si, 6.8745, 4.092, 4.8034
Si, 4.1102, 6.8527, 4.7609
Si, 9.575, 6.8429, 4.7956
Si, 1.3682, 9.5999, 4.776
Si, 6.8594, 9.6254, 4.7812
Si, -0.0036, 0.0579, 6.1283
Si, 5.4991, 0.1085, 6.1132
Si, 2.6633, 2.7236, 6.1975
Si, 8.197, 2.7563, 6.2906
Si, -0.0833, 5.4403, 6.2227
Si, 5.5046, 5.4909, 6.095
Si, 2.7573, 8.2396, 6.1203
Si, 8.2781, 8.2934, 6.1371
Si, 1.2643, 1.3572, 7.6174
Si, 6.7844, 1.4009, 7.6586
Si, 4.1142, 4.1153, 7.4284
Si, 9.5277, 4.0948, 7.7666
Si, 1.3107, 6.892, 7.4327
Si, 6.8951, 6.8989, 7.3933
Si, 4.1396, 9.689, 7.4119
Si, 9.6125, 9.7055, 7.5614
Si, 3.8433, 1.4099, 10.2955
Si, 8.1728, 0.0156, 9.0365
Si, -0.1666, 2.5448, 9.1723
Si, 5.2784, 2.7394, 8.9704
Si, 2.7959, 5.5856, 8.6701
Si, 8.1831, 5.6915, 8.9566
Si, 0.1265, 8.3588, 8.8593
Si, 5.6225, 8.3843, 8.6618
Si, 2.7255, -0.0347, 8.8543
Si, 9.4717, 1.1566, 10.6678
Si, 1.4215, 3.4175, 10.6374
Si, 6.5033, 5.1812, 10.5528
Si, 4.13, 7.106, 9.8047
Si, 9.5154, 7.2049, 10.1369
Si, 1.8541, 9.2379, 10.2654
Si, 7.1062, 9.2895, 10.2817
O, 5.7281, 0.276, 25.7976
O, 9.5982, 6.74, 26.7885
O, 2.6645, 2.376, 11.0261
O, 1.6019, 11.2459, 13.0704
O, 10.0916, 0.0994, 26.0701
O, 3.9922, 6.6986, 23.6274
O, 6.0594, 3.6634, 10.1095
O, -0.4192, 0.0548, 11.3181
O, 7.0686, 5.0813, 12.0915
O, 4.7574, 0.5315, 11.3862
O, 12.9436, 15.6358, 9.8168
O, 5.1891, 6.1857, 10.719
O, 0.6283, 4.0486, 11.977
O, 8.3237, 8.2113, 10.8022
O, 8.7072, 1.8577, 11.9837
O, 3.0934, 8.1577, 10.6069
O, 0.4624, 4.9756, 26.0561
O, 3.0031, 8.5519, 25.1727
O, 8.691, 2.3421, 25.9336
O, 1.2612, 9.6359, 26.7272
O, 5.0536, 5.5897, 25.7643
O, 2.3065, -3.6639, 27.4279
O, 8.0322, 8.5613, 25.7517
O, 6.6391, 9.6705, 23.8217
Si, 3.3731, 5.5938, 13.3464
Si, 9.4569, -6.422, 22.3067
Si, 4.585, 4.8549, 17.5693
Si, 11.6842, 10.1746, 12.1387
Si, 5.8588, -0.5378, 12.026
Si, 3.4817, 12.1366, 22.7331
Si, -0.1985, 11.5881, 18.5378
Si, 0.0708, 7.8678, 14.2374
Si, 11.1237, -7.4414, 19.7996
Si, 4.813, 8.3374, 14.2267
Si, 8.8913, -1.7316, 19.1583
Si, 2.6641, -3.3599, 23.8948
Si, 5.3331, 6.0099, 24.2081
Si, -4.7484, 4.401, 13.2998
Si, 2.3684, 9.1776, 15.8424
Si, 7.5083, 8.355, 24.2144
Si, 11.5597, 5.6882, 12.2421
Si, 4.2351, 11.4831, 20.029
Si, -1.2338, 1.8752, 15.7458
Si, 10.6189, -6.4853, 16.977
Si, 9.2854, 7.2525, 16.5921
Si, 1.5255, 11.9081, 14.5775
Si, 4.9173, 3.9424, 22.0235
Si, 1.4687, 7.885, 21.1761
Si, 0.7065, 5.1855, 24.4604
Si, 5.9087, 11.077, 24.1866
Si, 1.7842, 2.5499, 24.6338
Si, 9.8593, 1.4617, 25.2219
Si, 7.1798, 11.4288, 20.0985
Si, 2.7578, 5.1499, 20.0816
Si, -4.4988, 6.4143, 15.7076
Si, 9.2734, -3.4518, 21.7641
Si, 2.2133, -1.1418, 18.7245
Si, -3.2289, 1.6333, 13.2975
Si, 5.8457, 2.865, 19.3804
Si, 2.4984, 3.6995, 15.6355
Si, -2.758, 1.6867, 22.7784
O, 4.0506, 6.9969, 13.7485
O, -0.87, -0.6166, 19.3102
O, 12.4067, 8.079, 15.0484
O, 4.4244, 0.1349, 23.5191
O, -0.5561, 6.0434, 16.7189
O, 6.5562, 5.1539, 14.6871
O, 4.4418, 1.9979, 19.285
O, 2.2771, 8.8098, 17.4286
O, 2.0704, 1.4002, 23.5179
O, 3.7931, 4.849, 21.2885
O, 2.5235, 4.9089, 14.5524
O, 8.692, -2.7226, 20.4299
O, -1.2139, 8.0663, 15.2353
O, 6.6201, 2.8407, 13.4025
O, 10.4029, -6.6326, 18.5847
O, 3.8244, 3.8083, 16.574
O, 1.3537, 6.6516, 24.209
O, 0.324, 2.2735, 25.2821
O, -0.3844, 6.3866, 11.1519
O, 6.8647, 3.998, 26.7711
O, 3.1429, 0.6657, 21.2333
O, 12.8616, 6.4669, 20.5185
O, 10.8255, 1.9184, 19.5525
O, 5.6541, 4.753, 23.2234
O, 4.2329, 2.6342, 22.6838
O, 8.8033, -5.031, 21.733
O, -2.5029, 1.5049, 14.773
O, -5.8616, 9.3024, 12.9517
O, 6.0073, 3.4937, 20.8867
O, 0.0517, 6.332, 13.6451
O, 4.5757, 4.5306, 12.9717
O, -0.7055, 4.9591, 23.6791
O, 7.5563, 10.1551, 19.1473
O, 5.6852, 0.1567, 20.6847
O, 14.8439, 9.1157, 15.3255
O, 2.35, 8.3509, 22.4832
O, -2.7737, 0.842, 21.3643
O, 10.5192, -7.0026, 21.2302
O, 2.9461, 2.5218, 25.7682
O, 12.2794, 0.1772, 18.3115
O, 3.5692, -5.4883, 18.6954
O, 7.0963, 1.8358, 19.1462
O, 7.8303, -4.3864, 16.5115
O, 12.7144, 3.8637, 19.8414
O, 8.7203, 8.1914, 23.133
O, 0.0322, 1.557, 14.7841
O, 5.8228, 14.9743, 18.2638
O, 6.7897, 1.3869, 23.5894
O, 10.8834, -3.2599, 21.699
O, 2.5211, 13.1761, 14.8797
O, 12.7673, -0.242, 15.6136
O, 9.4272, 1.126, 23.6874
O, 9.213, -2.6273, 17.8347
O, 6.1966, 7.8382, 14.9363
O, 1.183, 3.9496, 16.5703
O, 8.3833, 3.31, 22.5948
O, 1.7691, 4.042, 23.9679
O, -1.3422, 14.4067, 16.1461
O, 0.0088, 9.0178, 13.0646
O, -9.3289, 9.015, 20.0156
O, 5.2134, 6.1151, 16.7483
O, -1.021, 1.0116, 17.1463
O, 2.2515, 5.9987, 12.2137
O, 6.885, 0.2508, 13.0332
O, 3.7324, 10.3259, 19.015
O, 6.6, 7.0142, 24.1503

Results
free energy: -156078.910 eV
free energy less fixed offsets of O -568.88, Si -635.61 eV per atom: -4.060 eV

Forces (eV/angstrom), in the order of the atoms: element, x, y, z
Si, -0.0035, -0.0344, 0.0024
Si, 0.0065, -0.0039, -0.0026
Si, -0.0208, 0.006, 0.0057
Si, -0.0465, 0.0285, 0.0101
Si, -0.0203, -0.0086, -0.006
Si, -0.0882, 0.0462, -0.0036
Si, 0.0046, -0.0553, 0.0066
Si, -0.0209, -0.0059, 0.0054
Si, -0.0647, 0.0724, 0.0693
Si, -0.0759, 0.0644, 0.0078
Si, -0.0117, 0.0949, 0.0643
Si, 0.0326, 0.0982, -0.022
Si, 0.0408, -0.0285, -0.0048
Si, 0.0091, -0.0006, 0.0348
Si, 0.0488, 0.0521, -0.0074
Si, 0.0567, 0.0295, 0.1096
Si, -0.0028, -0.119, -0.0154
Si, -0.0194, -0.0344, -0.0129
Si, 0.034, -0.0649, 0.1315
Si, 0.0169, -0.0126, -0.1194
Si, -0.0286, -0.0612, 0.0329
Si, -0.0363, -0.0219, -0.0089
Si, -0.0252, -0.0489, -0.0926
Si, 0.0245, -0.0029, 0.0716
Si, 0.0134, -0.0062, -0.0062
Si, 0.0145, -0.0029, 0.0083
Si, 0.0229, 0.0269, 0.0066
Si, 0.033, -0.0061, 0.0065
Si, 0.0403, 0.0001, -0.0103
Si, 0.0537, -0.0058, 0.0033
Si, 0.0237, 0.0212, 0.0048
Si, -0.0083, 0.0068, 0.0038
Si, 0.0014, -0.0021, -0.0058
Si, 0.0105, -0.0123, 0.0029
Si, -0.0136, 0.013, -0.0005
Si, -0.0028, 0.0023, -0.0059
Si, -0.0008, -0.0034, -0.0102
Si, -0.0048, 0.0043, -0.0112
Si, -0.0135, 0.0079, -0.0032
Si, -0.0038, 0.0041, 0.0072
Si, 0.0013, -0.0043, -0.0005
Si, 0.0009, 0.0049, -0.0002
Si, 0.0068, -0.0046, -0.0004
Si, -0.008, 0.0027, 0.0044
Si, 0.0026, 0.0136, -0.0035
Si, 0.0082, -0.0082, 0.001
Si, -0.0022, 0.0039, 0.0011
Si, 0.0072, -0.0083, -0.013
Si, 0.0006, -0.0009, -0.0045
Si, 0.0003, 0.003, -0.0039
Si, 0.0024, -0.002, -0.0013
Si, 0.0011, 0.0034, -0.0111
Si, 0.0017, -0.0038, -0.0002
Si, -0.0052, -0.0031, -0.0149
Si, 0.0017, -0.0009, -0.0083
Si, -0.004, 0.0046, -0.0014
Si, -0.0015, -0.0027, 0.0014
Si, -0.0028, 0.0008, -0.005
Si, -0.003, 0.002, 0
Si, 0.0009, -0.0026, 0.0015
Si, 0.0006, -0.0009, -0.0054
Si, 0.003, 0.0014, 0.0052
Si, 0.0005, -0.0006, 0.0028
Si, 0.0007, -0.0002, -0.0015
Si, 0.0009, 0.0001, -0.0047
Si, -0.0018, 0.0008, -0.0044
Si, 0, -0.002, -0.0032
Si, 0.0007, 0.0012, -0.0054
Si, -0.0004, -0.0018, -0.0023
Si, 0.0006, 0.0007, -0.0045
Si, -0.0012, 0.002, -0.0038
Si, 0.0001, -0.0021, -0.0037
Si, -0.0011, -0.0002, -0.0024
Si, 0.0004, 0.0014, -0.0035
Si, 0.0005, 0.0007, -0.0021
Si, 0.0005, 0.0006, -0.0029
Si, -0.0008, 0.0012, -0.0026
Si, -0.0004, -0.0011, -0.0027
Si, -0.0003, -0.0008, -0.0024
Si, 0.0009, 0.0003, -0.0018
Si, 0.003, 0.0002, 0.0022
Si, -0.0001, -0.0014, -0.0001
Si, 0.0004, -0.0002, -0.0007
Si, -0.0011, 0.0014, 0.0003
Si, -0.0002, 0.0008, -0.0008
Si, -0.0009, 0.0006, 0.0003
Si, 0.0004, -0.0016, 0.0018
Si, -0.0005, -0.0012, 0.0015
Si, -0.0036, -0.001, 0.0018
Si, 0.0013, 0.0016, 0.0009
Si, -0.0025, -0.0005, 0.0017
Si, 0.0002, 0.0037, 0.0009
Si, 0.004, -0.001, 0.0012
Si, -0.0009, -0.0041, 0.0023
Si, -0.0003, 0.0018, 0.0022
Si, -0.0022, 0.0024, 0.0025
Si, -0.0007, -0.0032, 0.0014
Si, 0.0001, -0.0049, 0.0001
Si, 0.0006, -0.0044, -0.0012
Si, -0.0005, -0.0026, 0.0002
Si, 0.0005, 0.0035, 0.0006
Si, 0, 0.0023, -0.0031
Si, 0.0005, -0.0003, 0.0041
Si, 0.0056, 0.0087, 0.0009
Si, 0.0019, 0.0011, -0.0009
Si, -0.0001, 0.0002, 0.0021
Si, -0.0003, 0.0004, -0.0013
Si, 0.0008, 0.0045, -0.0026
Si, -0.0058, 0.0026, -0.0011
Si, -0.0032, -0.004, 0.0001
Si, -0.0014, 0.0077, -0.0093
Si, -0.0066, 0.0008, -0.0017
Si, -0.0035, 0.0049, 0.003
Si, -0.0018, -0.0068, -0.0093
Si, -0.0006, -0.0038, -0.0036
Si, 0.0009, -0.0009, -0.0085
Si, 0.0017, -0.0014, 0.0078
Si, -0.0047, 0.0017, 0.0066
Si, 0.0122, 0.0035, -0.0046
Si, 0.0146, 0.0083, -0.0162
Si, -0.0027, -0.0003, -0.0043
Si, -0.0009, 0.0078, 0.0307
Si, 0.004, -0.0018, -0.0082
Si, 0.0058, -0.0004, 0.0011
Si, -0.0114, -0.0289, 0.0208
Si, 0.0027, -0.016, 0.0041
Si, 0.0054, -0.0182, -0.0106
Si, 0.0203, -0.0046, -0.0061
O, 0.0003, 0.001, -0.0011
O, 0.0034, -0.0028, -0.0019
O, -0.0036, -0.0003, 0.0022
O, -0.0018, -0.0054, -0.0065
O, 0.0032, 0.0005, -0.0002
O, 0.0021, -0.0013, -0.0076
O, 0.0027, 0.0012, 0.0019
O, -0.0022, 0.001, -0.0024
O, 0.0016, 0.003, -0.003
O, 0.0015, -0.0023, 0.0048
O, 0.0016, 0.0019, -0.0021
O, -0.0015, 0.006, -0.007
O, 0.002, -0.003, 0.0035
O, -0.0146, 0.0089, 0.0003
O, 0.0109, -0.0092, -0.0229
O, -0.006, 0.0097, -0.003
O, -0.0008, -0.0019, -0.0006
O, 0.0004, 0.0043, 0.0003
O, -0.0016, 0.0004, -0.0028
O, 0.0044, -0.0066, 0.006
O, 0.0024, -0.0022, 0.0048
O, -0.0048, 0.0029, -0.0012
O, 0.0017, 0.001, -0.0017
O, -0.0031, 0.0038, -0.0066
Si, 0.0023, -0.0016, -0.0004
Si, -0.0009, 0.0018, 0.0012
Si, 0.0005, 0.0006, -0.0003
Si, -0.0073, 0.0063, 0.0053
Si, -0.0039, 0.0041, 0.0074
Si, -0.0001, 0.0017, 0.0021
Si, 0.0018, -0.0018, -0.0011
Si, 0.0007, -0.0015, 0.0041
Si, 0.0014, -0.0008, -0.004
Si, 0.0023, -0.0079, 0.0042
Si, 0.0003, -0.0013, -0.0009
Si, -0.0045, -0.0005, 0.0046
Si, 0.0015, -0.0034, 0.0055
Si, -0.0004, 0.0015, -0.0017
Si, -0.0016, -0.0022, 0.0031
Si, 0.0014, -0.0068, 0.0046
Si, -0.0003, -0.0018, 0.0011
Si, 0.0003, 0.0014, -0.0043
Si, 0.0018, 0.0015, 0.0028
Si, 0, -0.0001, -0.0004
Si, -0.0008, -0.0009, 0.0005
Si, -0.0016, 0.0016, 0.0055
Si, 0.0017, 0.0014, 0.0013
Si, -0.0005, -0.0006, -0.0015
Si, -0.0008, 0.0067, 0.0049
Si, -0.0033, 0.0006, -0.0044
Si, -0.0038, -0.0022, -0.0018
Si, 0.0015, 0.0007, 0.0053
Si, -0.0027, 0.001, -0.005
Si, -0.0019, 0.0006, -0.0039
Si, 0.0003, -0.0014, -0.0015
Si, 0.0009, -0.001, -0.0005
Si, 0.0005, -0.0003, -0.0008
Si, -0.0024, 0.0094, 0.0012
Si, -0.0016, -0.001, -0.0022
Si, 0.0002, 0.0016, 0.0002
Si, -0.0012, 0.0009, 0.0003
O, -0.0011, 0.0006, 0.0006
O, 0.0011, 0.0015, -0.0001
O, -0.0019, -0.0003, -0.0033
O, 0.0017, -0.0011, -0.0037
O, 0.0006, 0.0007, -0.0012
O, -0.0002, -0.0008, -0.0008
O, -0.0007, -0.002, -0.0009
O, 0.0005, 0, -0.0047
O, 0.0002, 0.0008, -0.005
O, 0.0017, -0.0002, 0.0013
O, 0, 0.0019, -0.0025
O, -0.0011, 0, -0.0003
O, 0.0032, 0.0008, -0.0033
O, 0.0023, -0.0041, 0.0015
O, -0.0002, -0.0002, -0.0017
O, -0.0027, -0.0005, -0.003
O, -0.0018, -0.002, -0.0077
O, -0.0055, -0.0017, -0.0046
O, -0.0056, 0.0068, -0.0037
O, 0.0051, -0.0053, 0.0049
O, -0.0002, 0.0001, -0.0003
O, -0.0008, 0, -0.0016
O, -0.0006, 0.0003, -0.0003
O, -0.0004, 0.0012, -0.0043
O, -0.0016, -0.0025, -0.0029
O, -0.0004, -0.0013, -0.0028
O, -0.0032, -0.002, -0.005
O, 0.0017, 0.0076, -0.0077
O, 0.0019, 0.0005, 0.0002
O, -0.0003, -0.0006, -0.0027
O, -0.002, -0.002, 0.0015
O, 0.0001, 0.0012, -0.0033
O, -0.001, 0.0006, -0.0008
O, 0.0002, -0.0004, -0.0002
O, 0.0014, 0.0008, -0.001
O, 0.0019, -0.0001, -0.0021
O, 0.0016, 0.0007, -0.0004
O, -0.0003, -0.0001, 0.0004
O, 0.0069, -0.0006, 0.0009
O, 0.0004, 0.0007, -0.0011
O, 0.0006, -0.0003, -0.0028
O, 0.0024, -0.0024, -0.0001
O, -0.0012, -0.0006, -0.0005
O, 0.0001, -0.0004, -0.0006
O, 0.0013, 0.0016, -0.0053
O, 0.0016, -0.0018, -0.0017
O, -0.0005, 0.0019, -0.0023
O, -0.0004, -0.0013, -0.0038
O, -0.0004, -0.0002, -0.0024
O, 0.0002, -0.0023, -0.0017
O, -0.0002, 0.002, -0.0036
O, 0.0017, -0.0008, -0.0019
O, 0.0015, -0.0014, -0.003
O, -0.0015, 0.0018, -0.0029
O, 0.0014, -0.0006, -0.0016
O, -0.0006, -0.0007, -0.0041
O, 0.0029, -0.0044, -0.0081
O, 0.0002, -0.0001, 0.0001
O, 0.0016, 0.0055, -0.0047
O, 0.001, 0, -0.0007
O, 0.001, 0.0014, -0.0013
O, -0.0011, 0.0002, -0.0024
O, -0.0002, 0.002, -0.0004
O, -0.0044, -0.008, -0.0015
O, -0.0011, -0.0002, -0.0008
O, -0.0006, 0.0009, -0.0055

The program warned: the cutoff lies below the one the program advises for these potential files; the exchange-correlation potential is rough where the density is thin.
